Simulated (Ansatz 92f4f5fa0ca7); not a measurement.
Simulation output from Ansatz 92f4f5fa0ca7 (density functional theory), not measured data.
Periodic cell of 231 atoms, Si140O85As6, from a study of silicon, its oxide and their interface. The atomic structure is a simulated model.
Doubt: the cutoff is low for norm-conserving oxygen, so forces and energies are approximate.
Doubt: the program's own warning below bears on the result.

Settings
functional: HSE06
potential files: SPMS norm-conserving
basis: plane waves
wave-function cutoff: 800 eV
density cutoff ratio: 4
exchange-correlation grid ratio: 1
k mesh: 1 x 1 x 1, Gamma-centred
occupations: fixed
spin: none
net charge: 0

Cell vectors (angstrom)
a, 11.6015, 0, 0
b, 0, 10.938, 0
c, 0, 0, 32.8271

Atoms: element, x, y, z (angstrom)
Si, 0.0726, -0.0159, 24.3508
Si, 4.0256, -0.0719, 24.2024
Si, 7.9381, -0.0232, 24.3398
As, 2.0732, 1.3128, 23.9836
As, 5.9452, 1.3588, 23.9618
Si, 9.7951, 1.3848, 24.4512
Si, 0.2912, 5.7245, 23.9071
Si, 4.114, 5.4691, 24.186
Si, 7.9495, 5.5736, 23.949
As, 2.2643, 7.0441, 23.9763
Si, 5.9768, 6.9464, 24.067
Si, 9.8785, 6.8558, 24.3208
Si, 2.0387, 2.6474, 25.9977
Si, 5.9364, 2.6574, 26.0083
Si, 9.7884, 2.9216, 26.1312
Si, 0.1937, 4.1483, 25.8515
Si, 3.991, 4.0193, 26.0476
Si, 7.792, 4.1493, 25.9327
Si, 2.1052, 8.1269, 26.1111
Si, 5.9307, 8.1555, 26.1139
Si, 9.7911, 8.188, 26.234
Si, 0.1608, 9.4753, 26.174
Si, 4.0027, 9.5208, 26.1171
Si, 7.834, 9.5097, 26.1936
Si, 0.0784, 0.0166, 28.0132
Si, 3.9411, 0.0082, 28.0008
Si, 7.8095, 0.0319, 28.0292
Si, 2.0029, 1.373, 27.9913
Si, 5.8755, 1.3719, 27.993
Si, 9.7467, 1.4079, 27.987
Si, 0.1024, 5.4309, 27.9235
Si, 3.9372, 5.4109, 27.9875
Si, 7.7744, 5.4421, 27.9573
Si, 2.021, 6.7875, 28.0232
Si, 5.8538, 6.7915, 28.0212
Si, 9.7412, 6.7548, 28.0585
Si, 1.9336, 2.7345, 29.9279
Si, 5.8008, 2.7345, 29.9279
Si, 9.6679, 2.7345, 29.9279
Si, 0, 4.1018, 29.9279
Si, 3.8672, 4.1018, 29.9279
Si, 7.7343, 4.1018, 29.9279
Si, 1.9336, 8.2035, 29.9279
Si, 5.8008, 8.2035, 29.9279
Si, 9.6679, 8.2035, 29.9279
Si, 0, 9.5708, 29.9279
Si, 3.8672, 9.5708, 29.9279
Si, 7.7343, 9.5708, 29.9279
Si, 0, 0, 31.8615
Si, 3.8672, 0, 31.8615
Si, 7.7343, 0, 31.8615
Si, 1.9336, 1.3673, 31.8615
Si, 5.8008, 1.3673, 31.8615
Si, 9.6679, 1.3673, 31.8615
Si, 0, 5.469, 31.8615
Si, 3.8672, 5.469, 31.8615
Si, 7.7343, 5.469, 31.8615
Si, 1.9336, 6.8362, 31.8615
Si, 5.8008, 6.8362, 31.8615
Si, 9.6679, 6.8362, 31.8615
Si, 1.9336, 2.7345, 0.9679
Si, 5.8008, 2.7345, 0.9679
Si, 9.6679, 2.7345, 0.9679
Si, 0, 4.1018, 0.9679
Si, 3.8672, 4.1018, 0.9679
Si, 7.7343, 4.1018, 0.9679
Si, 1.9336, 8.2035, 0.9679
Si, 5.8008, 8.2035, 0.9679
Si, 9.6679, 8.2035, 0.9679
Si, 0, 9.5708, 0.9679
Si, 3.8672, 9.5708, 0.9679
Si, 7.7343, 9.5708, 0.9679
Si, -0.0664, -0.0298, 2.9756
Si, 3.7738, 0.0035, 2.8664
Si, 7.7076, 0.0193, 2.8709
Si, 1.8426, 1.375, 2.9026
Si, 5.718, 1.3213, 2.8599
Si, 9.6407, 1.361, 2.8928
Si, -0.1016, 5.4816, 2.9486
Si, 3.765, 5.5029, 2.8944
Si, 7.6797, 5.4991, 2.8523
Si, 1.8176, 6.8582, 2.9047
Si, 5.7253, 6.8037, 2.8102
Si, 9.6089, 6.8915, 2.9911
Si, 1.7893, 2.8319, 4.7783
Si, 5.6001, 2.6998, 4.7404
Si, 9.5461, 2.7085, 4.8287
Si, -0.1535, 4.1584, 4.9475
Si, 3.7432, 4.1487, 4.8299
Si, 7.5816, 3.9625, 4.6181
Si, 1.7761, 8.2361, 4.8266
Si, 5.7394, 8.2458, 4.6113
Si, 9.5888, 8.1974, 5.0563
Si, -0.1279, 9.6587, 5.0678
Si, 3.7481, 9.5358, 4.749
Si, 7.6462, 9.5866, 4.7823
Si, -0.2219, 0.3237, 7.0139
Si, 3.5982, 0.0196, 6.6009
Si, 7.2944, 0.0806, 6.6188
Si, 1.7976, 1.5327, 6.7101
As, 5.4617, 1.5685, 6.8312
Si, 9.2732, 1.4232, 6.826
Si, 0.0538, 5.4334, 7.0363
Si, 3.8329, 5.7079, 6.6261
Si, 7.5903, 5.2991, 6.4622
As, 1.8329, 7.0357, 6.8583
As, 5.8485, 6.9681, 6.5398
Si, 9.4162, 6.6432, 6.9962
O, 12.1703, 4.5309, 8.3433
O, 6.8523, 10.0313, 7.859
O, 8.6467, 7.2218, 8.3736
O, 3.3192, 9.9959, 7.9057
O, 9.1172, 2.4018, 8.1591
O, 7.4518, 4.3615, 7.8162
O, 4.0358, 5.2261, 8.2013
O, -0.1559, 10.8686, 8.6397
O, 2.1227, 2.4521, 8.0565
O, 4.0794, 9.977, 22.8158
O, 5.8423, 8.0182, 22.8001
O, 5.8223, 9.952, 20.8572
O, 4.269, 4.4341, 22.9017
O, 9.8582, 7.8306, 23.0108
O, 0.2429, 5.4675, 22.2567
O, 8.1721, 4.9391, 22.4314
O, 11.1627, 10.1281, 22.9793
O, 9.7413, 2.0228, 22.9376
Si, -0.6873, 18.3512, 12.4731
Si, -0.0516, 5.6164, 20.6383
Si, 8.3986, 0.4922, 11.242
Si, 5.8879, -1.9392, 16.8079
Si, 8.3745, 3.6234, 8.9136
Si, -10.1213, 7.0248, 18.3675
Si, -3.5929, 10.78, 15.8409
Si, -0.2478, 0.7745, 10.0432
Si, -5.0613, 10.0269, 9.4464
Si, 12.8907, 2.8941, 20.4535
Si, -6.0626, 0.7904, 16.9474
Si, -3.8819, 3.2596, 11.8264
Si, 9.8209, 9.3356, 22.4969
Si, 1.3839, 9.5991, 11.5087
Si, 5.6578, 7.6667, 14.2063
Si, 4.959, 9.0156, 21.862
Si, 8.7282, 4.7229, 20.9125
Si, 14.609, 4.6987, 11.541
Si, 4.9013, 3.7379, 16.603
Si, 10.1528, 2.0214, 21.3856
Si, 4.5663, 6.2422, 9.3675
Si, 1.3121, 14.2537, 9.1712
Si, 1.4749, -4.951, 13.8145
Si, 3.6704, 9.2805, 9.3051
Si, -6.2751, 15.464, 13.5531
Si, 8.3736, 9.1216, 13.2979
Si, 7.5313, 18.0876, 9.5776
Si, 3.9618, 6.8205, 19.9857
Si, 1.4526, 9.7527, 16.6759
Si, 9.384, 5.3718, 10.9672
Si, -5.2769, 10.1046, 19.3292
Si, 3.8252, 4.2343, 21.3615
Si, 1.9463, 4.5498, 16.5034
Si, 5.979, 4.7496, 19.3659
Si, 1.3465, 1.6787, 17.7017
Si, -2.1688, 10.2875, 19.8305
Si, 10.6233, -10.8645, 17.2331
Si, 2.8936, -2.2104, 14.0594
O, -6.946, 2.1305, 16.8009
O, 7.5103, 15.7338, 19.8571
O, -0.9396, 6.2177, 11.4081
O, 9.624, 0.7693, 20.5499
O, 1.788, 5.375, 12.3523
O, 4.0242, 7.7315, 9.0903
O, 7.1165, 8.6341, 9.9883
O, 12.1837, 4.2695, 19.98
O, 9.5119, 4.6339, 9.5167
O, -1.671, 5.7417, 20.5101
O, 5.0627, 3.8394, 20.3792
O, -8.3524, 5.6568, 20.8569
O, 5.5995, 7.7279, 15.8532
O, -0.2468, 12.3759, 17.6661
O, 7.471, 3.2377, 10.2055
O, 6.1767, 6.2745, 9.3968
O, -4.755, 11.9096, 15.9765
O, 3.9758, 4.0959, 12.7236
O, -3.6814, -0.8124, 19.3641
O, 8.1966, 6.4561, 10.866
O, 2.5299, 7.1557, 14.1275
O, -0.0527, 10.1634, 16.2093
O, 4.9729, 10.08, 9.8439
O, 13.9024, 3.7824, 10.3865
O, -10.3399, 5.7206, 17.4058
O, 1.5696, 2.9985, 16.7876
O, 0.6005, 6.8158, 19.734
O, 3.9667, 5.7488, 10.7751
O, 4.4813, 8.6916, 13.7468
O, 12.2983, 11.0166, 11.1611
O, -10.0525, 4.8657, 14.9627
O, 4.9427, -0.6479, 16.4372
O, -6.1893, -6.978, 15.0768
O, 2.4186, -1.575, 15.4592
O, 5.7909, 8.8413, 18.4232
O, 9.8343, 9.1728, 20.9048
O, -1.2225, 10.1179, 18.5497
O, 5.8734, 15.1667, 17.8233
O, 1.8198, 2.0387, 19.1957
O, 2.6208, 3.1745, 21.3214
O, -3.0354, -0.6757, 14.4288
O, 1.2231, 8.4594, 17.6439
O, 7.4251, -1.4888, 16.5515
O, 6.5211, 3.8671, 12.6925
O, 9.0043, 4.2305, 12.0517
O, 5.8628, 0.5242, 18.5349
O, 9.403, 3.2788, 20.7535
O, -2.3574, 0.5077, 16.5879
O, 0.2258, 19.418, 11.6705
O, 5.4003, 6.2577, 19.5169
O, 0.2089, 2.3139, 9.8214
O, 3.5446, 4.601, 16.7439
O, 7.2838, 0.3639, 10.0784
O, 13.785, -1.3345, 12.9072
O, 3.0544, -3.8372, 18.706
O, 8.3452, 10.01, 11.967
O, -3.5875, 12.6601, 12.2298
O, 8.4434, -0.8745, 22.9992
O, 4.0203, 8.1271, 20.9119
O, 2.0164, 0.2318, 17.3088
O, 9.8458, 11.7069, 10.6032
O, -2.005, 8.0899, 13.1035
O, 2.4309, 9.3167, 10.3193
O, -16.1643, -2.6683, 13.6223
O, 0.1688, 2.0853, 21.2879
O, 5.4564, 6.148, 13.6869
O, 0.0404, 6.7144, 13.7321

Results
free energy: -69881.441 eV
free energy less fixed offsets of As -2657.37, O -447.96, Si -113.29 eV per atom: -0.021 eV
gap between the highest filled and lowest empty level on this k mesh: 1.498 eV

The program warned: the cutoff lies below the one the program advises for these potential files; the model core charge is not resolved on the grid; the forces do not sum to zero within the program's tolerance; the exchange-correlation potential is rough where the density is thin.
